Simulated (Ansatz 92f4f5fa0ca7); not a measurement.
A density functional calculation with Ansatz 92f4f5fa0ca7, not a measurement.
Periodic cell of 221 atoms, Si132O88H1, from a study of silicon, its oxide and their interface. The atomic structure is a simulated model.
Doubt: the cutoff is far below the 930 eV that the study's wrapper takes by default for these files, so forces and energies are approximate.
This geometry differs little from another in the collection (a relaxation step or a small displacement).

Settings: functional PBE; potential files Ansatz PAW; basis plane waves; wave-function cutoff 580 eV; density cutoff ratio 5; exchange-correlation grid ratio 1; k mesh 1 x 1 x 1, Gamma-centred; self-consistency stop 5e-08 eV per atom in the density residual; occupations fixed; spin none; net charge +1 e, with a uniform compensating background and no finite-size correction.

Cell vectors (angstrom)
a	10.938	0	0
b	0	10.938	0
c	0	0	32.0244

Atoms: element, x, y, z (angstrom)
Si	-0.1036	0.2429	24.6845
Si	5.8387	-0.2976	24.3387
Si	2.5167	2.9517	24.7994
Si	8.5463	2.4387	24.5344
Si	0.3647	5.2413	24.6156
Si	5.1874	5.9403	24.3622
Si	2.7904	8.0608	24.5502
Si	8.1237	8.4318	24.6507
Si	1.3635	1.4076	26.0743
Si	6.8559	1.3458	25.7697
Si	4.2063	4.2107	25.7948
Si	9.5853	4.1276	25.8231
Si	1.4048	6.8322	25.9795
Si	6.8247	6.8721	25.8256
Si	4.1123	9.6434	25.7209
Si	9.6393	9.6054	25.9631
Si	2.781	-0.0187	27.2434
Si	8.1941	0.0181	27.2512
Si	-0.0559	2.7852	27.3032
Si	5.4912	2.7389	27.1683
Si	2.7954	5.4523	27.2703
Si	8.1806	5.4736	27.1948
Si	0.0087	8.1881	27.2826
Si	5.4374	8.2419	27.1968
Si	4.1018	1.3673	28.6061
Si	9.5708	1.3673	28.6061
Si	1.3673	4.1018	28.6061
Si	6.8362	4.1018	28.6061
Si	4.1018	6.8362	28.6061
Si	9.5708	6.8362	28.6061
Si	1.3673	9.5708	28.6061
Si	6.8362	9.5708	28.6061
Si	0	0	29.9734
Si	5.469	0	29.9734
Si	2.7345	2.7345	29.9734
Si	8.2035	2.7345	29.9734
Si	0	5.469	29.9734
Si	5.469	5.469	29.9734
Si	2.7345	8.2035	29.9734
Si	8.2035	8.2035	29.9734
Si	1.3673	1.3673	31.3406
Si	6.8362	1.3673	31.3406
Si	4.1018	4.1018	31.3406
Si	9.5708	4.1018	31.3406
Si	1.3673	6.8362	31.3406
Si	6.8362	6.8362	31.3406
Si	4.1018	9.5708	31.3406
Si	9.5708	9.5708	31.3406
Si	2.7345	0	0.6835
Si	8.2035	0	0.6835
Si	0	2.7345	0.6835
Si	5.469	2.7345	0.6835
Si	2.7345	5.469	0.6835
Si	8.2035	5.469	0.6835
Si	0	8.2035	0.6835
Si	5.469	8.2035	0.6835
Si	4.1018	1.3673	2.0507
Si	9.5708	1.3673	2.0507
Si	1.3673	4.1018	2.0507
Si	6.8362	4.1018	2.0507
Si	4.1018	6.8362	2.0507
Si	9.5708	6.8362	2.0507
Si	1.3673	9.5708	2.0507
Si	6.8362	9.5708	2.0507
Si	0	0	3.418
Si	5.469	0	3.418
Si	2.7345	2.7345	3.418
Si	8.2035	2.7345	3.418
Si	0	5.469	3.418
Si	5.469	5.469	3.418
Si	2.7345	8.2035	3.418
Si	8.2035	8.2035	3.418
Si	1.3912	1.342	4.7168
Si	6.9368	1.2797	4.7939
Si	4.0618	4.166	4.7548
Si	9.4851	4.1263	4.7679
Si	1.3425	6.8903	4.823
Si	6.806	6.8343	4.7676
Si	4.1481	9.4661	4.8431
Si	9.537	9.5967	4.8279
Si	2.8036	-0.0103	6.0853
Si	8.157	-0.0993	6.3725
Si	-0.1751	2.602	5.9711
Si	5.5746	2.7767	5.9272
Si	2.6075	5.4423	6.2168
Si	8.145	5.5241	6.1654
Si	-0.0142	8.2639	6.2039
Si	5.4429	7.9846	6.3214
Si	3.9698	1.7317	7.1995
Si	9.8295	1.1482	7.5703
Si	1.3834	3.6856	7.2393
Si	6.6266	4.2011	7.4542
Si	4.1584	6.3738	7.7315
Si	9.3669	7.0271	7.4832
Si	1.2164	9.8942	7.4229
Si	7.0148	9.1271	7.6764
O	1.4236	4.0443	24.1758
O	5.4813	11.0216	22.7741
O	2.6922	2.7277	7.1016
O	8.1818	8.0203	8.0756
O	5.1733	4.8194	8.4104
O	0.1412	0.1144	8.0067
O	3.9291	6.9628	24.1206
O	9.6854	1.3057	24.2172
O	2.1781	9.349	8.6388
O	0.9415	3.4816	8.8206
O	9.42	1.9323	8.9779
O	6.3183	9.5861	9.0886
O	4.4671	2.0639	8.7693
O	3.533	7.0884	9.0762
O	7.3467	3.5029	8.7484
O	10.0919	6.1457	8.6713
O	3.1276	2.0095	23.5708
O	4.542	1.9114	21.2014
O	8.0784	2.8399	23.0116
O	10.8918	6.0265	23.2227
O	6.9912	9.4891	24.1032
O	2.0023	8.4866	23.1602
O	5.7388	5.8129	22.7989
O	0.5826	10.6834	23.29
Si	2.8542	8.43	9.8007
Si	-1.1292	3.4354	19.3103
Si	3.0762	10.4949	19.895
Si	1.8676	2.4421	19.6495
Si	6.6349	2.2979	14.4817
Si	9.7662	-1.5472	13.613
Si	2.1645	19.0499	15.5932
Si	9.3851	3.6818	14.1398
Si	5.6532	9.6871	10.5841
Si	-4.0612	10.9611	16.716
Si	1.6142	3.9387	10.233
Si	2.7166	12.2284	15.1356
Si	11.3125	10.5305	15.7404
Si	0.0282	-2.5682	11.0343
Si	4.5667	3.5014	9.5431
Si	-3.1615	12.0575	19.2665
Si	1.8747	-5.6394	14.986
Si	4.3354	3.7106	16.1188
Si	3.8332	4.9091	18.8386
Si	5.3191	4.7969	21.5786
Si	13.1497	7.6538	18.59
Si	8.4931	2.9934	9.8143
Si	-2.7622	4.0163	21.894
Si	10.585	-2.968	20.1534
Si	8.8819	6.635	14.4874
Si	3.3833	2.6188	22.0873
Si	1.2682	9.6427	22.2636
Si	4.6612	9.7317	15.1905
Si	-1.5781	-1.063	18.0582
Si	5.4722	11.5183	21.2215
Si	9.5015	6.5675	22.5583
Si	10.2246	5.6678	10.2326
Si	-4.0188	8.6427	13.1872
Si	1.1808	3.0234	13.0524
Si	-0.8353	4.9236	16.5965
Si	6.2217	1.8168	11.498
O	-5.4152	10.0976	16.5158
O	4.7261	4.3084	17.5897
O	3.1947	4.2455	9.947
O	5.3775	3.1196	10.8865
O	1.3428	0.8817	15.9171
O	2.6953	14.6794	19.0668
O	-0.4229	2.8212	13.3201
O	-0.5868	9.0988	9.7065
O	2.3917	10.404	21.3754
O	0.832	5.2993	10.608
O	9.8829	-3.0251	14.3204
O	3.4819	2.313	16.1473
O	1.3063	-1.5652	15.0767
O	-2.5337	5.3918	22.7299
O	-1.2559	8.5103	18.895
O	1.6264	7.8012	17.0858
O	8.122	-1.0415	16.9585
O	11.0594	9.1057	21.2321
O	1.9761	2.5717	21.2787
O	1.6499	8.059	10.845
O	4.7783	5.2611	20.1196
O	-1.2444	6.8942	20.9785
O	-1.8298	6.1598	16.0717
O	-2.726	9.6436	13.1803
O	-0.2334	-0.6876	17.2175
O	6.398	8.6381	11.6157
O	4.0667	9.2564	10.5093
O	1.9254	6.8678	14.5847
O	13.1459	12.9011	13.7326
O	5.673	9.2926	13.9982
O	0.9888	7.2403	19.5815
O	5.7693	11.2707	10.9843
O	-1.2778	3.5877	15.7523
O	10.0286	7.0035	11.1695
O	3.3703	4.8358	15.4347
O	1.4511	2.8698	11.439
O	7.4213	7.2055	13.8848
O	8.9517	7.8801	23.3404
O	0.2825	2.598	19.2627
O	-3.965	11.8873	20.6805
O	3.7284	11.0046	14.75
O	5.6989	3.3901	15.2675
O	-1.5048	3.9154	20.8378
O	-4.2319	4.0162	21.1849
O	4.7029	-0.426	20.1749
O	3.2277	6.3885	18.5086
O	4.0142	4.1024	22.2928
O	6.6976	0.9101	18.0636
O	2.8073	9.1288	19.0254
O	-0.1731	9.3463	12.3208
O	5.9222	1.7867	13.0959
O	-1.0139	4.6546	18.1998
O	-1.962	10.9511	19.2188
O	11.6916	5.121	16.1811
O	7.0486	1.03	15.4296
O	-7.1902	8.4584	15.5869
O	-2.9942	3.0288	13.8837
O	13.4142	11.8912	19.202
O	8.5052	2.5319	18.9387
O	1.5102	4.5183	13.6039
O	9.2692	4.3255	10.4137
O	7.7624	2.16	11.0159
O	10.135	-0.2975	14.606
O	9.3152	5.2691	13.6586
H	-0.3674	10.0348	9.5464

Results
free energy: -133980.373 eV
free energy less fixed offsets of H -15.97, O -568.88, Si -635.61 eV per atom: -2.443 eV

Forces (eV/angstrom), in the order of the atoms: element, x, y, z
Si	0.028	-0.0258	-0.0027
Si	-0.0024	0.0016	-0.0058
Si	-0.0027	-0.0014	-0.0005
Si	-0.0076	0.007	-0.0099
Si	0.0049	-0.0088	-0.0132
Si	0.0018	0.0059	0.011
Si	0.0052	-0.0043	0.0085
Si	0.007	-0.0064	-0.0006
Si	0.002	0.0006	-0.0045
Si	-0.0067	0.0052	-0.0011
Si	-0.0028	-0.002	0.0016
Si	-0.0041	0.0078	0.0022
Si	0.0001	0.0041	0.0043
Si	-0.0024	0	-0.0064
Si	-0.0048	0.0013	-0.0018
Si	0.0064	-0.0051	-0.007
Si	0.001	-0.003	-0.001
Si	-0.0051	-0.0033	0.0095
Si	0.0058	0.0047	0.0011
Si	0.0015	0.0006	-0.0005
Si	0.0081	0.0049	-0.0045
Si	0.0024	-0.0043	-0.0013
Si	0.0017	-0.0011	-0.004
Si	-0.0004	-0.0059	-0.0016
Si	0.2517	0.1731	-0.2038
Si	-0.3277	0.1219	0.3637
Si	0.1328	0.0999	0.2384
Si	0.0725	-0.1706	-0.2852
Si	0.1711	0.2716	0.1384
Si	-0.261	-0.1672	-0.0217
Si	0.2937	-0.0949	0.0832
Si	-0.1648	0.0085	-0.0805
Si	0.036	0.0495	-0.0434
Si	0.0732	0.0549	0.0026
Si	-0.0412	-0.0025	-0.0441
Si	0.0126	-0.0471	0.0378
Si	0.0644	0.0319	0.0078
Si	0.0547	0.084	-0.0319
Si	-0.0118	0.0107	0.0329
Si	-0.0317	-0.0527	-0.0294
Si	0.0455	0.0421	-0.0127
Si	-0.0075	0.0274	-0.0131
Si	-0.0815	-0.0588	-0.0203
Si	0.0075	-0.0301	-0.0295
Si	-0.0303	0.0106	-0.0247
Si	0.0043	-0.0151	0.0047
Si	0.0001	0.0015	-0.0335
Si	-0.0032	0.002	-0.0201
Si	-0.0185	-0.0309	0.0284
Si	-0.0135	0.0389	0.0218
Si	-0.0259	-0.0196	0.0032
Si	0.0884	-0.0157	0.0035
Si	-0.0339	0.0679	0.017
Si	0.0448	0.0007	0.0361
Si	0.081	-0.0354	0.0053
Si	-0.0444	0.0281	0.0022
Si	-0.1056	0.0809	0.0768
Si	0.0995	0.0986	-0.0168
Si	0.0515	-0.0956	0.0039
Si	-0.1689	-0.1642	0.024
Si	0.028	-0.025	-0.031
Si	-0.0026	0.0339	0.0301
Si	-0.107	-0.0106	0.0299
Si	0.0065	-0.0337	-0.0385
Si	-0.1587	-0.2296	-0.1431
Si	0.2488	-0.4739	0.4127
Si	0.0084	0.2358	-0.2932
Si	-0.0469	-0.2611	-0.3039
Si	-0.0317	0.1382	0.332
Si	-0.186	0.1901	-0.36
Si	0.0622	-0.0908	0.1009
Si	-0.0641	0.2167	0.146
Si	-0.0034	-0.0071	0.0081
Si	-0.0014	-0.0028	-0.0044
Si	-0.0025	0.0028	-0.01
Si	-0.001	0.0106	0.0026
Si	-0.001	0.004	-0.0008
Si	0.0026	-0.0065	0.0085
Si	0.0046	-0.0004	0.0031
Si	0.0031	-0.0035	-0.0053
Si	-0.0018	0.0039	0.0066
Si	-0.0023	0.0046	0.0035
Si	-0.0006	-0.0035	-0.0011
Si	-0.0195	-0.0207	0.0204
Si	-0.0163	-0.0157	0.0067
Si	-0.0322	-0.0272	0.0192
Si	0.0016	-0.0026	0.0107
Si	-0.0009	0.0027	-0.001
Si	0.0291	-0.0042	-0.0258
Si	0.0056	-0.0013	0.0062
Si	0.0147	0.0173	-0.0116
Si	0.0222	0.055	-0.0204
Si	-0.0303	0.057	-0.0177
Si	0.0011	0.0011	-0.0101
Si	-0.0039	-0.0023	-0.01
Si	-0.002	-0.0107	-0.0104
O	-0.0054	0.0048	0.0005
O	-0.0001	-0.0013	-0.0028
O	-0.0201	0.0118	0.0168
O	0.0028	0.0017	0.0038
O	0.0346	-0.0816	0.0311
O	-0.002	0.0023	0.0004
O	-0.002	0.0115	-0.0091
O	-0.0107	0.0063	0.0026
O	0.0026	-0.0015	0.0037
O	-0.0038	-0.0001	0.0004
O	0.0029	-0.0045	-0.0047
O	-0.0013	0.0035	0.0052
O	-0.0011	0.0028	-0.0017
O	0.0037	-0.0035	-0.0077
O	0.0011	-0.007	0.0105
O	0.001	-0.0026	0.0051
O	0.0009	-0.0013	-0.0034
O	0.0002	0.0006	-0.0026
O	0.0027	-0.0005	-0.0009
O	-0.0027	0.0002	0.0015
O	-0.0025	0.0065	0.0035
O	-0.0027	0.0004	-0.006
O	0.0033	-0.0015	-0.0065
O	-0.0052	0.0074	-0.001
Si	-0.0046	0.0037	0.0023
Si	0.0006	-0.0018	0.0003
Si	-0.0004	0.0024	-0.0002
Si	0.0005	0.0002	0.0017
Si	0.0003	-0.0007	-0.0005
Si	-0.0002	0.0007	-0.0003
Si	-0.0003	-0.0001	0.0005
Si	-0.0012	0.0005	0.0006
Si	0.0033	0.0006	0.0034
Si	0.0016	0.0007	0.0005
Si	0.001	0.0007	0.0051
Si	0.0001	0.0001	-0.0003
Si	-0.0005	0.0002	0.0006
Si	-0.0032	0.0007	0.0028
Si	0.0039	0.0089	-0.0134
Si	0.0022	0.0005	0.0008
Si	0.0001	-0.0001	-0.0003
Si	0.0014	0.0002	0.0002
Si	0	0	0.0014
Si	-0.0008	-0.0002	0.0021
Si	0.0006	-0.0011	0.0007
Si	-0.0016	-0.0002	0.0027
Si	-0.0011	0.0016	-0.001
Si	0.0007	0.001	0.0016
Si	0.0006	-0.0001	-0.0012
Si	-0.0013	0.0013	0.0035
Si	-0.0005	-0.0027	0.0039
Si	0.0008	-0.0001	0.0001
Si	-0.0008	0.001	0.0014
Si	0.001	-0.0001	-0.0004
Si	0.0024	0.0015	0.0026
Si	-0.0031	0.0038	-0.0015
Si	0.0012	0.0002	0.0007
Si	0.0013	0.0009	0.0008
Si	0.0003	0.0001	0.0014
Si	0.0005	0.0005	0.002
O	-0.0004	-0.0008	-0.0009
O	-0.0003	0.0003	-0.0011
O	0.0108	-0.0015	-0.008
O	-0.0007	0.0049	-0.0048
O	0.0012	0.0005	-0.0005
O	0.0006	0.0007	-0.0019
O	0.0003	-0.0012	-0.0022
O	0.0045	0.0109	-0.0013
O	0.0009	0.0002	-0.0038
O	0.0031	0.0012	0.0008
O	0.0003	0.0002	-0.0003
O	-0.0004	-0.0012	-0.0004
O	0.0008	-0.0005	-0.0007
O	-0.0001	-0.0007	-0.0017
O	0.0007	-0.0008	-0.0017
O	0.0002	0.0007	-0.0016
O	-0.0001	0	-0.0008
O	-0.0002	-0.0008	-0.0046
O	0.0021	0.0003	-0.0015
O	0.0035	-0.0006	-0.0019
O	-0.0002	-0.0001	-0.002
O	-0.0009	-0.0001	-0.0004
O	0.0001	0.0006	-0.0012
O	-0.0004	-0.0003	0.0001
O	0.0015	0.0004	-0.0017
O	-0.0012	0.0014	-0.0029
O	-0.001	-0.0007	-0.001
O	0.0004	0.0002	-0.0006
O	0.0001	0.0001	-0.0011
O	0.0005	-0.0006	-0.0011
O	0.0003	0.0005	-0.0021
O	-0.0014	-0.0006	-0.0003
O	-0.0001	-0.0011	-0.0006
O	0.0009	-0.0005	-0.0018
O	-0.0002	0.0009	-0.0008
O	0	-0.0019	-0.0005
O	0.0002	0.0006	-0.0001
O	-0.0018	-0.0017	-0.0031
O	0.0001	0.0006	-0.0018
O	-0.0005	-0.0002	-0.0005
O	-0.0001	0.0005	-0.0006
O	0.0005	0.0004	-0.0002
O	-0.0019	-0.0002	0.0008
O	0.0013	0.0009	-0.0017
O	0.0007	0.0001	-0.0012
O	0.0006	0.0003	-0.0013
O	0.0005	-0.0014	-0.0035
O	-0.0001	-0.0004	-0.0013
O	0.0006	0.0002	-0.0011
O	0.0011	-0.0015	-0.0033
O	0.0005	0.0002	-0.0029
O	0.0002	0.0011	-0.0011
O	-0.0001	-0.0002	-0.0024
O	0.001	0.0004	-0.0009
O	0.0001	0.0007	-0.0011
O	0.0002	0.0001	-0.0002
O	0.0001	0.0001	-0.0008
O	0.0012	-0.001	-0.001
O	0.0002	0	-0.0014
O	0.0005	-0.0004	-0.0017
O	0.0003	0.0002	0.0014
O	0.002	0.0017	-0.0023
O	-0.0004	-0.0003	-0.0016
O	0.0003	0.0006	-0.0006
H	-0.004	-0.0091	0.0003

The program warned: the cutoff lies below the one the program advises for these potential files; the forces do not sum to zero within the program's tolerance; the exchange-correlation potential is rough where the density is thin.
